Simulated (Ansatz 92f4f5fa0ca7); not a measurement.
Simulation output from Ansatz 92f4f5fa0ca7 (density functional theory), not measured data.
Periodic cell of 273 atoms, Si166O106B1, from a study of silicon, its oxide and their interface. The atomic structure is a simulated model.
Doubt: the cutoff is far below the 930 eV that the study's wrapper takes by default for these files, so forces and energies are approximate.
This geometry differs little from another in the collection (a relaxation step or a small displacement).

Settings
functional: PBE
potential files: Ansatz PAW
basis: plane waves
wave-function cutoff: 580 eV
density cutoff ratio: 5
exchange-correlation grid ratio: 1
k mesh: 1 x 1 x 1, Gamma-centred
self-consistency stop: 5e-08 eV per atom in the density residual
occupations: fixed
spin: none
net charge: -1 e, with a uniform compensating background and no finite-size correction

Cell vectors (angstrom)
a 11.6015 0 0
b 0 13.3963 0
c 0 0 29.8085

Atoms and the computed forces on them: element, x, y, z (angstrom), force x, y, z (eV/angstrom)
Si 11.5545 0.1755 22.9106 -0.0022 0.0022 -0.0286
Si 3.9212 0.1497 23.0428 0.0023 -0.0005 -0.026
Si 7.669 0.1172 23.1492 -0.0045 0.003 -0.0172
Si 2.0739 3.4593 22.8869 0.0014 -0.0041 -0.028
Si 5.907 3.6945 22.9992 0.0001 0.0092 -0.0216
Si 9.7636 3.5422 23.0383 0.0001 0.0014 -0.0213
Si 11.6705 6.8609 23.0754 -0.0024 -0.0025 -0.0235
Si 3.9612 7.0401 23.2021 0.001 0.0088 -0.0159
Si 7.8034 6.8942 23.2551 -0.002 0.002 -0.0199
Si 2.0429 10.2336 23.2637 0.0038 -0.0008 -0.0209
Si 5.8648 10.0928 23.327 -0.0001 -0.0021 -0.0146
Si 9.8446 10.0778 23.2433 0.0057 -0.0049 -0.0173
Si 11.7009 2.3835 23.7502 -0.0013 0.0017 0.0055
Si 4.0049 2.4054 23.746 0.0008 -0.001 0.0022
Si 7.7896 2.4155 23.7699 0.0015 -0.0005 0.0024
Si 2.0371 5.7086 23.7121 -0.0012 0.0042 0.0027
Si 5.8415 5.8159 23.9959 0.0022 -0.0001 -0.002
Si 9.7461 5.7345 23.9203 0.0022 0.0021 -0.0017
Si 11.7596 9.0212 24.0423 -0.0033 -0.001 -0.008
Si 3.9111 9.1338 24.2182 -0.0002 -0.0058 -0.0034
Si 7.8543 9.0816 24.0617 -0.0017 -0.0028 -0.0063
Si 1.9166 12.5018 23.8196 0.0009 -0.0017 0.0045
Si 5.7836 12.3705 23.9533 -0.0012 -0.0023 -0.0011
Si 9.6838 12.3903 23.7866 0.0004 -0.0036 0.004
Si 11.6467 2.2927 26.1664 -0.0008 -0.0021 -0.0011
Si 3.9233 2.3019 26.1566 0.0002 0.0015 0.0022
Si 7.7582 2.3178 26.1795 -0.0001 -0.0019 0.0013
Si 1.9832 5.6277 26.1551 0.0006 -0.005 -0.0001
Si 5.8262 5.6778 26.3385 -0.0009 -0.006 0.0018
Si 9.7095 5.6526 26.2944 -0.0004 -0.0089 0.0035
Si 11.6721 8.9603 26.3724 0.003 0.0004 0.0075
Si 3.8929 9.0102 26.5163 -0.0004 0.0033 -0.0046
Si 7.7955 8.9929 26.3923 -0.0019 0.0018 0.0069
Si 1.9235 12.3666 26.2285 0.0015 0.0027 -0.0011
Si 5.8099 12.3176 26.3182 -0.0005 0.0033 0.0019
Si 9.6866 12.3292 26.1917 -0.0002 0.0038 0.0021
Si 1.9785 1.1901 27.0007 -0.0016 0.0004 0.0013
Si 5.8314 1.1807 27.019 0.0023 0.0021 0.001
Si 9.6908 1.1727 26.9783 -0.0017 -0.002 0.0027
Si 11.6519 4.507 27.008 0.0016 0.0031 0.0009
Si 3.8924 4.5036 27.0173 -0.0005 -0.0007 0.004
Si 7.7594 4.5189 27.0594 -0.0019 0.0037 -0.0017
Si 1.9702 7.8028 27.1339 -0.004 -0.0015 -0.0102
Si 5.8542 7.8836 27.1816 0.0005 -0.003 -0.0131
Si 9.7208 7.8645 27.1439 0.0035 0.0052 -0.0033
Si 11.6041 11.2185 27.0632 -0.0109 -0.0022 0.0031
Si 3.8514 11.2723 27.1295 -0.0007 -0.0025 -0.0101
Si 7.7782 11.2288 27.1016 0.0091 0.0014 0.0032
Si 1.9462 1.1093 29.3888 0.0081 0.0186 -0.015
Si 5.8013 1.1183 29.4089 0.0022 0.0112 -0.0142
Si 9.6536 1.1058 29.3809 0.0131 0.0142 -0.0242
Si 0.0102 4.4501 29.3988 0.008 -0.0006 -0.0122
Si 3.8728 4.4438 29.3893 -0.0009 0.0079 -0.0114
Si 7.7226 4.4647 29.43 0.0136 -0.0036 -0.0058
Si 1.9366 7.7734 29.4828 0.0107 -0.0054 0.0044
Si 5.8354 7.8314 29.5271 -0.0012 0.0022 0.0135
Si 9.6863 7.847 29.4988 0.0065 -0.0118 0.0213
Si -0.0465 11.132 29.4426 0.0049 0.0165 -0.0005
Si 3.8611 11.1961 29.4765 -0.0082 0.023 0.008
Si 7.8017 11.1438 29.4684 0.0014 0.0165 0.0004
Si -0.0042 -0.0169 0.3462 -0.015 -0.0242 0.0006
Si 3.8723 0.0152 0.4513 -0.0001 -0.0221 0.0157
Si 7.715 -0.0237 0.3997 -0.0064 -0.0258 0.0095
Si 1.9447 3.3243 0.369 0.0023 -0.0046 -0.0027
Si 5.79 3.3306 0.4261 -0.0057 -0.0009 0.0123
Si 9.6542 3.3349 0.3711 -0.0171 0.0028 0.0061
Si -0.0134 6.6633 0.4264 -0.0107 0.0105 0.0052
Si 3.8908 6.6587 0.4007 -0.0046 -0.0077 -0.005
Si 7.7687 6.6822 0.4484 -0.0001 0.0099 0.0058
Si 1.9216 10.0442 0.382 -0.0057 -0.0081 0.0039
Si 5.8243 10.0985 0.4267 0.0114 -0.0163 0.01
Si 9.6787 10.0239 0.658 -0.013 0.0144 -0.0566
Si 11.4995 -0.1244 2.7051 0.0017 0.0043 0
Si 3.8437 -0.0621 2.8419 0.0012 0.0033 -0.0073
Si 7.7127 -0.169 2.7776 0.012 0.0134 0.0013
Si 1.9061 3.2629 2.7256 0.0053 -0.002 0.0016
Si 5.7762 3.2667 2.8232 -0.0021 -0.0012 -0.0057
Si 9.601 3.2946 2.7473 -0.0012 -0.0034 -0.0074
Si 11.5498 6.6934 2.781 0.0035 -0.0168 -0.0029
Si 3.8705 6.5889 2.7464 0.0015 0.0111 -0.0041
Si 7.7657 6.7079 2.8096 0.0065 -0.0108 -0.0048
Si 1.8711 9.9801 2.7386 0.0222 -0.0139 0.017
Si 5.8729 10.0274 2.794 -0.0087 -0.0214 0.0131
B 9.6656 9.9746 2.7298 0.1331 -0.1326 0.0953
Si 11.5382 2.1428 3.4061 -0.0024 0.0009 0.0014
Si 3.8121 2.1454 3.6513 -0.0002 0.0008 0.0028
Si 7.7007 2.0604 3.5413 0.0002 0.0016 0.0012
Si 1.8799 5.5072 3.4651 -0.0119 0.0009 -0.0062
Si 5.8357 5.539 3.5694 0.0049 -0.002 0
Si 9.6544 5.5139 3.6055 -0.0016 0.0021 0.0041
Si 11.4015 8.9952 3.4416 -0.1304 0.076 -0.055
Si 3.8915 8.8538 3.4067 -0.0035 0.0235 -0.0156
Si 7.9545 9.0085 3.4516 -0.0022 0.0286 -0.0257
Si 1.8528 12.2203 3.5173 -0.0018 -0.0066 0.001
Si 5.7615 12.2107 3.745 -0.0076 -0.0057 0.0071
Si 9.6239 11.9208 3.4012 -0.0095 0.045 -0.0042
Si 11.477 2.1523 5.7279 0.0009 -0.0056 0.0021
Si 3.7287 2.0243 6.0681 0.0026 -0.0062 -0.0063
Si 7.6138 1.9605 5.913 0.001 -0.0066 -0.0037
Si 1.8803 5.4041 5.7964 -0.0061 0.0056 -0.0003
Si 5.8087 5.4623 5.9381 0.007 0.0034 -0.0038
Si 9.6227 5.4506 6.0053 -0.0004 0.0001 -0.0041
Si 11.6089 8.8083 5.8298 0.0133 -0.0084 0.0099
Si 3.9139 8.7805 5.7247 -0.0008 0.016 -0.0011
Si 7.7969 8.8293 5.8442 0.0039 -0.0009 0.003
Si 1.7716 12.1463 5.8911 0.0001 0.0059 -0.0003
Si 5.7293 12.1085 6.2468 -0.0053 0.0087 -0.0102
Si 9.5856 12.0745 5.7767 0.0097 -0.0059 0.0075
Si 1.6301 0.9631 6.7068 -0.0107 0.0082 0.0261
Si 5.6731 0.9781 6.9999 -0.0019 0.0097 0.0394
Si 9.6399 0.9024 6.5365 0.0002 0.0015 0.0161
Si 11.5699 4.3128 6.6957 0.0081 -0.0099 0.0355
Si 3.8272 4.3167 6.5483 0.0008 0.0001 0.0302
Si 7.7007 4.173 6.615 -0.0043 -0.0041 0.0274
Si 2.0021 7.6429 6.4618 -0.0044 -0.003 0.0266
Si 5.8524 7.7462 6.652 0.0014 0.0052 0.0338
Si 9.7176 7.7226 6.7046 -0.0038 -0.0041 0.0317
Si 11.4387 10.9754 6.7469 -0.0102 0.0061 0.0335
Si 3.6561 10.9365 6.6236 -0.0043 -0.0169 0.0316
Si 7.7763 10.9666 6.8419 0.0077 -0.0066 0.0347
O 9.9008 7.9003 8.3761 0.0114 0.0066 -0.0448
O 9.9103 0.7689 8.1914 -0.0131 -0.0006 -0.0307
O 1.0384 0.9147 8.3013 0.0145 -0.0028 -0.0276
O 3.0889 10.5738 8.1484 0.0077 0.0073 -0.042
O 5.8539 7.9205 8.3259 -0.006 -0.0119 -0.0472
O 5.6079 1.1805 8.6943 -0.0051 0.0006 -0.0481
O 3.7706 4.3086 8.201 -0.0089 -0.0087 -0.0448
O 7.6468 3.7271 8.2465 0.0066 -0.0056 -0.0343
O 0.0513 4.2691 8.3749 -0.0063 0.0116 -0.0485
O 11.1568 10.9356 8.4099 0.0008 -0.0056 -0.0496
O 8.1322 10.7719 8.4912 0.0059 -0.0012 -0.0533
O 2.2831 7.5394 8.0892 -0.0083 0.0036 -0.0508
O 11.4298 0.2008 21.224 0.0093 -0.0063 0.0389
O 9.7649 3.6617 21.369 -0.0071 -0.0023 0.0356
O 4.1376 7.5509 21.6099 -0.0055 -0.0127 0.0213
O 6.0063 4.1912 21.3804 0.0063 -0.0066 0.0371
O 5.7598 9.7504 21.6869 0.0046 0.0111 0.0257
O 2.152 3.3927 21.199 -0.0097 0.0059 0.042
O 7.3476 13.435 21.5066 -0.0027 0.0056 0.0321
O 4.0198 0.1419 21.3737 0.0051 0.0018 0.0378
O 7.762 6.9793 21.6001 0.0028 -0.0069 0.0308
O 2.1273 10.1733 21.6073 -0.0066 -0.0012 0.0405
O 11.5577 6.9698 21.4075 -0.0023 0.0041 0.0366
O 10.1509 9.636 21.6482 0.0032 0.0016 0.0302
Si 11.5687 6.4362 11.2759 0.0086 -0.0006 0.0069
Si 1.5643 10.3672 16.2475 0.0029 0.0021 0.0016
Si 0.2099 3.6764 9.883 0.0115 0.0025 0.0254
Si 8.0852 12.8563 20.1863 0.0008 -0.0068 -0.0247
Si 2.8414 10.4662 9.7369 0.0059 0.0071 0.0228
Si 2.5797 10.3936 20.0687 -0.0047 0.0031 -0.0251
Si 10.3542 3.7107 19.8514 0.0029 0.0017 -0.0201
Si 0.242 12.8039 17.0899 0.0027 -0.0041 -0.0122
Si 10.8157 0.7008 19.7852 -0.0046 -0.0009 -0.0248
Si 3.1566 7.7502 16.2128 0.002 0.0075 -0.001
Si 0.3379 6.4896 19.9053 0.0095 -0.0012 -0.0207
Si 9.3808 2.5297 14.2807 0.0036 -0.0001 0.0086
Si 2.8979 2.5471 11.0271 0.0034 -0.0082 0.0065
Si 5.1232 11.9924 15.3542 0.0007 -0.0008 -0.0033
Si 4.9458 8.682 20.7407 -0.0002 -0.0026 -0.0233
Si 3.6119 -0.3899 11.2764 -0.0095 0.003 0.0061
Si 5.5725 8.8949 14.7701 0.0009 0.0048 0.0029
Si -0.1638 11.3111 9.976 0.0006 -0.0035 0.0297
Si 9.4565 10.013 20.2281 -0.0025 0.0043 -0.022
Si 3.4639 0.0474 19.8445 0.0001 0.0011 -0.0233
Si 7.463 4.7064 9.5234 -0.0044 0.0031 0.0324
Si 2.3656 12.362 14.1555 -0.0037 0.0001 0.0098
Si 6.1867 0.5929 10.1254 0.0067 0.0011 0.0301
Si 2.8011 2.9054 19.766 0.0084 -0.0021 -0.0187
Si 5.7139 4.4571 13.6429 -0.0015 0.0028 0.0008
Si 7.4692 0.2191 15.5914 0.0003 -0.0037 -0.0017
Si 9.6055 11.3447 15.1913 -0.0032 0.0014 0.01
Si 1.98 6.5617 13.5281 0.0053 -0.004 0.004
Si 2.8369 3.5276 14.0026 -0.0005 0.0044 0.0076
Si 11.71 9.1739 18.421 0.0015 0.0001 -0.0074
Si 11.2256 0.8572 9.1593 0.0027 0.004 0.0291
Si 9.1263 7.3278 9.6863 -0.0101 -0.0101 0.0286
Si 8.6729 8.5606 14.5585 -0.0019 -0.0008 0.0079
Si 4.767 7.1725 12.3169 -0.0017 -0.0025 0.0173
Si 2.9767 5.6289 18.739 -0.0018 0.0064 -0.0054
Si 2.5138 7.4163 9.6718 -0.0076 -0.0093 0.026
Si 6.2735 8.4331 9.8125 -0.0031 0.0009 0.0277
Si 4.3229 4.7672 9.6348 0.0061 -0.0014 0.0298
Si 9.3641 10.4957 12.2587 -0.0026 -0.0078 0.0232
Si 5.951 13.0317 17.9681 0.0027 -0.001 -0.0121
Si 7.9835 4.9387 18.3661 0.0008 -0.0003 -0.0034
Si 8.3013 5.4135 15.2003 0.0035 0.0023 -0.0088
Si 7.335 11.0753 9.8969 -0.0143 0.0067 0.0357
Si 5.3927 4.2105 19.8655 -0.0077 0.0053 -0.0211
Si 0.7793 1.4945 15.0332 -0.002 0.0012 -0.0031
Si 7.5588 7.5338 20.096 0.0033 -0.0016 -0.0152
Si 7.6423 2.7999 11.8469 0.0006 -0.0022 0.0125
O 3.4489 6.102 10.0398 0.0005 0.001 -0.0021
O 1.9442 2.6582 15.0735 0.0023 0.0017 -0.0031
O -0.3615 12.9402 10.1516 0 0.0045 -0.0054
O 8.3646 8.9047 19.8126 0.0004 -0.0009 0.0005
O 2.4302 1.3135 19.5247 0.0011 0.0014 -0.0009
O 8.1522 5.3123 16.8042 -0.0018 -0.0021 0.012
O 2.7413 11.9826 19.7046 0.0009 -0.0019 0.0004
O 7.1476 8.7647 15.0925 -0.0005 -0.0014 -0.0042
O 1.276 0.188 14.1703 0.001 -0.0011 0.0011
O 4.406 3.8214 14.4321 0.0001 -0.0002 -0.0014
O 4.2257 3.4372 10.6188 0.002 0.0132 -0.0047
O 10.9482 2.0862 14.4818 -0.0011 0.0003 0.0003
O 11.3688 4.8285 10.9682 -0.001 -0.0104 -0.0045
O 10.8359 12.0194 16.0398 0.004 0.0028 0.0017
O 8.932 6.912 14.7656 -0.0002 -0.0006 0.0011
O 1.7625 3.3457 10.2071 -0.0161 0.0057 -0.0007
O 8.4559 5.9366 9.1994 0.002 0.0019 -0.0071
O 11.1435 2.2986 19.5383 -0.0009 0.0008 -0.0003
O 5.4116 7.6103 10.9016 0.0128 0.0128 -0.0165
O 11.4216 7.5974 18.7939 0.0005 -0.0082 0.0036
O 7.8764 8.266 10.1434 0.0034 -0.0013 -0.0032
O 10.1292 7.1476 10.9656 -0.0116 0.0057 -0.0076
O 9.215 4.1168 14.723 -0.0013 -0.0008 0.0006
O 8.8357 11.4705 20.5267 0.002 -0.002 0.0027
O 10.5856 10.5162 11.1532 0.0138 0.0081 -0.0163
O 8.3551 12.2434 15.7434 0 0.0008 -0.0041
O 4.4455 2.8848 19.8033 0.0007 0 -0.0008
O 4.6645 0.2235 18.7525 -0.0132 0.0012 0.0076
O 10.4905 10.0973 18.9765 -0.0103 0.001 0.0073
O 6.7977 0.6939 17.0253 -0.0029 -0.0021 0.0029
O 0.5022 6.7315 12.8164 -0.0091 -0.001 -0.0099
O 1.0492 7.129 10.2977 0.0136 0.0068 -0.0049
O 3.1317 7.1664 12.5257 0.0044 0.0022 -0.001
O 3.9623 9.5663 19.7891 0.0055 -0.0051 0.004
O 6.7838 5.2018 14.6232 -0.0023 -0.002 0.0016
O 0.5679 0.9155 16.5442 -0.0012 -0.0023 0.0015
O 1.5406 11.7854 17.1062 -0.0006 0.0025 -0.0028
O 5.3519 8.3275 13.2805 -0.0026 -0.0073 -0.0064
O 2.9786 12.3826 12.6471 0.008 0.0031 -0.0153
O 6.4332 3.2092 12.877 0.007 -0.0045 -0.004
O 2.79 9.3192 16.5747 0 -0.0018 -0.0024
O 6.0005 7.8925 19.7799 -0.0056 0.0051 0.0039
O 1.9585 6.3963 19.752 -0.007 0.0031 0.0005
O 1.4628 9.6864 19.1436 0.0135 0.006 0.0062
O 9.4691 9.7149 15.4635 0.001 0.0005 -0.0054
O 3.0969 8.8902 10.1739 -0.0008 0.0038 -0.0002
O 8.9952 9.0392 12.9978 0.0024 0.007 -0.0075
O 2.1505 7.3143 14.9774 -0.0014 -0.0027 -0.0035
O 9.142 3.8762 18.7814 0.0082 -0.003 0.0031
O 4.7297 7.9088 15.7791 -0.0012 -0.002 -0.0035
O 7.2423 1.6017 10.8364 -0.0082 -0.0117 -0.0078
O 8.1162 6.3648 19.1278 -0.0012 0.0116 0.0026
O 5.9039 5.1619 9.617 0.0035 -0.0001 -0.0045
O 6.9975 -0.9314 19.0593 0.0129 -0.0001 0.0101
O 11.0346 2.2396 10.0441 -0.0001 -0.0113 -0.0056
O 8.9728 2.3997 12.704 -0.0077 0.0016 -0.0069
O 9.7106 11.5031 13.5386 0.0004 -0.0022 -0.0103
O 6.5719 4.2045 18.742 -0.0078 -0.0018 0.0028
O 6.0463 10.0516 9.9505 0.0049 -0.0025 -0.002
O 1.3565 10.8416 10.2702 -0.0053 0.0005 -0.0006
O 5.1578 10.4777 14.7485 0 -0.0015 0.0017
O 1.6862 10.9135 14.6653 0.0003 0.0018 0.0014
O 11.3559 13.085 18.6157 -0.006 0.0109 0.0147
O 5.437 11.8507 16.9576 0.0008 0.0046 0.0045
O 8.0967 10.9834 11.3498 -0.0123 0.004 -0.0185
O 11.3152 5.0108 19.6274 -0.0016 -0.0012 -0.0007
O 8.3631 1.4866 15.0718 0.0011 0.0033 -0.0028
O 2.4341 4.0472 18.6012 0.0016 -0.0071 0.003
O 3.7535 11.6901 10.3306 -0.0052 -0.0182 -0.0031
O 9.181 0.577 19.7287 -0.0022 -0.0027 0.0014
O 2.7654 2.6448 12.6432 0.0009 -0.0052 -0.0165
O 3.6367 12.6341 15.1492 -0.0029 -0.0011 -0.0022
O 7.9902 4.093 10.9284 -0.0018 0.0132 -0.0161
O 5.1167 0.2536 11.3277 0.0083 0.0011 -0.0045
O 4.434 5.4966 19.4767 0.0081 -0.0039 -0.0013
O 6.1924 13.0691 14.6806 -0.0001 0.0007 0.0037
O 3.0556 6.5685 17.3707 -0.0009 -0.0106 0.0091
O 2.7827 0.9313 10.7128 -0.0014 0.0009 0.0044
O 0.2876 9.4545 16.8029 -0.0038 -0.0032 0.009
O 5.2343 5.6338 12.6177 -0.0024 0.0093 -0.0007
O 2.13 4.9664 13.7836 -0.0022 0.0029 0.0008
O 6.9068 12.6141 9.712 0.0043 -0.006 -0.0041

Results
free energy: -165959.328 eV
free energy less fixed offsets of B -154.04, O -568.88, Si -635.61 eV per atom: 7.252 eV

The program warned: the cutoff lies below the one the program advises for these potential files; the forces do not sum to zero within the program's tolerance; the exchange-correlation potential is rough where the density is thin.
